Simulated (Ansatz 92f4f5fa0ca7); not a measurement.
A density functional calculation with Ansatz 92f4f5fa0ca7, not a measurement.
Periodic cell of 226 atoms, Si132O92P2, from a study of silicon, its oxide and their interface. The atomic structure is a simulated model.
Doubt: the cutoff is far below the 930 eV that the study's wrapper takes by default for these files, so forces and energies are approximate.
This geometry differs little from another in the collection (a relaxation step or a small displacement).

Settings
functional: PBE
potential files: Ansatz PAW
basis: plane waves
wave-function cutoff: 580 eV
density cutoff ratio: 5
exchange-correlation grid ratio: 1
k mesh: 1 x 1 x 1, Gamma-centred
self-consistency stop: 5e-08 eV per atom in the density residual
occupations: fixed
spin: none
net charge: 0

Cell vectors (angstrom)
a  10.938  0  0
b  0  10.938  0
c  0  0  31.9494

Atoms and the computed forces on them: element, x, y, z (angstrom), force x, y, z (eV/angstrom)
Si  10.6269  0.0058  24.4142  -0.0021  -0.0015  0.0026
Si  5.0743  0.1259  24.6561  0.0029  -0.0016  -0.0011
Si  2.8226  2.2966  24.5235  -0.0008  0.0015  0.0026
Si  8.5666  2.4397  24.5516  -0.0012  0.0024  0.0003
Si  10.7042  5.5903  24.3269  0.0025  0.0017  -0.0009
Si  5.1589  5.6176  24.443  0.0031  -0.001  0.0039
Si  2.9865  7.9542  24.3957  -0.0021  0.0015  -0.0008
Si  8.4145  7.8348  24.4064  -0.0024  0.0048  0.0005
Si  1.2941  1.136  25.8355  -0.0022  0.0003  -0.0042
Si  6.8164  1.3267  25.7327  -0.0028  0.0009  0.0044
Si  3.9895  4.0117  25.7263  -0.0004  -0.0008  0.0036
Si  9.6834  4.0271  25.842  -0.0044  -0.0007  0.0002
Si  1.3406  6.79  25.6608  -0.0019  -0.0002  0.0051
Si  6.8056  6.7243  25.7463  -0.0011  -0.0016  -0.0012
Si  3.9992  9.4685  25.9476  0.0007  0.0011  -0.0018
Si  9.4838  9.4423  25.7949  -0.0009  -0.0004  0.0024
Si  2.6367  -0.1322  27.2833  0.0029  0.0034  -0.0024
Si  8.1402  -0.0677  27.143  0.0053  0.0029  0.0009
Si  0.0743  2.6591  27.2014  -0.0023  0.0003  -0.0005
Si  5.4536  2.7177  27.1086  -0.0035  0.0019  0.0041
Si  2.6695  5.4133  27.1067  0.0016  0.006  0.0037
Si  8.1905  5.369  27.1328  0.002  0.0046  0.0031
Si  0.0116  8.1454  27.1221  -0.0026  0.0039  0.0053
Si  5.5106  8.1432  27.1737  -0.0021  -0.0005  0.0001
Si  4.0877  1.3243  28.4975  0.0078  0.0094  -0.0052
Si  9.5464  1.3233  28.5015  -0.0068  -0.0076  -0.0044
Si  1.3876  4.0618  28.5611  0.016  0.0012  0.0115
Si  6.8131  4.0548  28.5246  -0.0016  -0.0032  0.0023
Si  4.0897  6.7757  28.4864  -0.0036  -0.0126  -0.0086
Si  9.5589  6.7805  28.4835  0.0038  -0.0002  -0.0114
Si  1.2965  9.4743  28.614  -0.0133  -0.0127  0.0302
Si  6.8268  9.5298  28.5604  0.0034  0.0033  0.0116
Si  -0.0232  -0.0092  29.9107  -0.0001  -0.0107  -0.0023
Si  5.4664  -0.008  29.8954  -0.005  -0.0036  -0.0005
Si  2.7687  2.7095  29.9032  -0.0061  0.0091  -0.0011
Si  8.2036  2.7136  29.8867  -0.0064  0.0066  -0.0003
Si  0.0014  5.4521  29.8896  -0.0106  -0.0018  0.0027
Si  5.4683  5.4489  29.8881  -0.0003  0.0043  0.0009
Si  2.7569  8.1565  29.9031  -0.0126  0.0151  0.0001
Si  8.2287  8.1745  29.8878  -0.0043  0.0048  0.0007
Si  1.3673  1.3673  31.2657  0.0056  -0.0302  -0.1191
Si  6.8362  1.3673  31.2657  0.0481  -0.0225  -0.0317
Si  4.1018  4.1018  31.2657  0.0865  -0.0702  0.0314
Si  9.5708  4.1018  31.2657  -0.0764  -0.1132  -0.0797
Si  1.3673  6.8362  31.2657  0.0412  -0.1707  0.0177
Si  6.8362  6.8362  31.2657  0.094  0.0258  -0.1699
Si  4.1018  9.5708  31.2657  -0.024  -0.0529  -0.038
Si  9.5708  9.5708  31.2657  -0.1449  -0.1426  0.0945
Si  2.7345  0  0.6835  -0.0415  -0.0347  0.1323
Si  8.2035  0  0.6835  -0.0455  0.0845  0.0432
Si  0  2.7345  0.6835  -0.0244  -0.1997  -0.0423
Si  5.469  2.7345  0.6835  -0.0194  0.1047  0.1093
Si  2.7345  5.469  0.6835  -0.0184  -0.0787  -0.1798
Si  8.2035  5.469  0.6835  0.0443  0.1465  0.0573
Si  0  8.2035  0.6835  0.0013  0.1755  0.1186
Si  5.469  8.2035  0.6835  0.2972  0.1941  0.0125
Si  4.1033  1.3702  2.062  -0.0052  -0.0033  0.0036
Si  9.598  1.3418  2.0685  -0.0068  0.0062  0.0068
Si  1.3751  4.0909  2.0191  0.043  0.0029  0.0103
Si  6.8344  4.1294  2.0432  0.013  0.0002  0.013
Si  4.1164  6.8365  2.0138  -0.001  -0.0326  0.0008
Si  9.5947  6.8378  2.0729  -0.0105  0.0392  0.0015
Si  1.3606  9.5871  2.0753  -0.0138  0.0039  -0.0001
Si  6.8433  9.607  2.0685  0.0121  -0.014  0.0075
Si  0.0307  0.0142  3.5295  0.0033  0.0161  -0.0024
Si  5.4686  0.0319  3.462  -0.0046  0.0024  0.0111
Si  2.7222  2.7537  3.4071  -0.0119  -0.0008  -0.0111
Si  8.2638  2.8008  3.3593  0.0118  -0.0039  -0.0237
Si  0.1077  5.4886  3.396  -0.0298  -0.0065  0.0127
Si  5.4828  5.526  3.4161  -0.0084  0.006  0.0008
Si  2.7489  8.1699  3.3515  0.0125  0.0075  0.0006
Si  8.2804  8.2927  3.4327  -0.0127  0.0046  -0.0349
Si  1.3525  1.4862  4.8754  -0.0098  -0.0017  -0.009
Si  6.8903  1.5031  4.7404  -0.0017  0.0033  0.0291
Si  4.0566  4.1639  4.7343  0.0094  -0.0108  0.0183
Si  9.6136  4.1629  4.7696  -0.014  -0.019  0.0274
P  1.3975  6.9014  4.6674  0.0216  0.0304  0.0035
Si  6.8178  7.0221  4.7222  0.0058  -0.0089  0.022
Si  4.0249  9.5714  4.7885  0.0189  0.0056  0.0119
Si  9.5817  9.6281  4.9674  -0.0148  0.0288  -0.0956
Si  2.684  0.0183  6.1652  -0.0172  0.0111  0.0153
Si  8.2704  0.1931  6.153  0.011  -0.0204  -0.012
Si  -0.0142  2.8898  6.3116  0.0175  0.0121  -0.0172
Si  5.4936  2.8642  6.0571  -0.0224  0.0092  -0.0018
Si  2.7169  5.6392  6.0042  -0.0224  0.0092  -0.0114
Si  8.262  5.6756  5.9575  -0.0109  0.0169  -0.0161
P  -0.2777  8.6142  6.7121  0.0133  0.1345  0.1688
Si  5.4857  8.3677  6.1987  -0.009  -0.0145  -0.0076
Si  4.365  1.2196  7.3182  0.011  0.0114  -0.0522
Si  9.7827  1.2829  7.6534  -0.0637  0.0078  -0.0344
Si  1.1459  4.6353  7.4589  -0.0298  0.0365  -0.0009
Si  6.6034  4.6057  7.2215  -0.0052  -0.0181  -0.0488
Si  4.2608  6.7848  7.4542  0.013  -0.0094  0.0104
Si  9.6726  6.7435  7.5387  -0.0112  -0.0381  -0.0462
Si  1.1512  10.0746  7.8071  0.0169  -0.0921  -0.1184
Si  6.6754  10.023  7.4333  0.0096  0.0294  -0.012
O  9.5836  1.2415  23.9735  0.0015  0.001  0.0016
O  4.1063  6.8058  23.9346  -0.001  0.0026  0.0018
O  4.0113  1.2414  24.0216  -0.0003  0.0004  0.0006
O  9.5362  6.7068  23.8854  -0.0009  0.0004  0.0025
O  -0.0166  5.7288  7.9847  0.0368  -0.0425  -0.0032
O  5.507  0.1701  7.9222  -0.0001  -0.0218  0.0201
O  0.1241  0.3736  8.2618  0.0116  -0.0538  0.022
O  5.4414  5.6554  7.7867  -0.0225  0.0218  0.0067
O  7.5124  4.078  8.4701  0.0131  -0.0052  0.0276
O  8.6351  7.0501  8.8042  0.0154  -0.0063  0.0078
O  2.0577  9.4897  9.086  0.0053  0.006  0.0183
O  8.8135  1.7884  8.9186  0.0294  -0.0138  -0.0036
O  7.515  9.498  8.751  -0.0082  -0.002  0.0003
O  3.5477  1.9172  8.5593  -0.0039  -0.0009  0.0164
O  3.5053  7.2909  8.8617  0.018  -0.003  -0.0133
O  2.0779  4.1602  8.7515  0.0048  -0.0181  0.0045
O  8.1371  3.4873  23.3419  -0.0034  0.0018  -0.0008
O  0.4421  4.9315  22.9439  0.0001  -0.0001  0.0004
O  1.9005  2.7444  23.2354  -0.0026  0.004  -0.0016
O  5.8323  4.913  23.1091  0.0004  -0.0001  -0.0018
O  5.5158  9.9866  23.4949  0.0036  -0.0013  -0.0056
O  2.4393  8.6864  23.0093  -0.001  0.0007  0.0001
O  0.1896  10.0712  23.081  0  0.0012  -0.0019
O  7.7753  8.5718  23.0625  -0.0019  0.0012  -0.0006
Si  8.6388  7.7105  18.4198  -0.0024  0.001  -0.0026
Si  8.7521  6.3972  13.6545  -0.0038  0.0047  -0.0018
Si  3.7548  1.5729  14.7029  0.0001  -0.0009  -0.0019
Si  2.1163  5.7531  17.6272  -0.0007  0.0007  -0.0032
Si  2.3995  3.1451  19.4816  -0.001  0.0024  -0.0013
Si  9.7799  9.062  12.0814  -0.0025  -0.0071  -0.001
Si  1.3244  9.4207  22.0691  -0.001  0.001  0.0004
Si  9.1417  1.0039  13.1855  -0.0029  0.0001  0.0061
Si  1.3701  5.0886  13.0376  -0.0024  0.0002  -0.0009
Si  1.7537  8.2701  12.8029  -0.0027  0.0017  0.0006
Si  6.6386  9.5511  22.4151  -0.0017  0.0011  0.0018
Si  4.5021  4.6179  15.7059  -0.0003  0.0004  -0.0016
Si  8.1474  3.123  9.5962  -0.0176  0.0203  -0.0079
Si  0.8209  8.2505  19.2548  -0.0016  0.0009  -0.0029
Si  6.9376  1.3502  21.08  -0.0011  0.0003  0.0001
Si  8.1525  8.3408  9.6992  -0.0011  -0.009  -0.0074
Si  10.8513  5.2267  15.6178  0.0001  0.0039  -0.002
Si  7.5464  9.5224  16.2963  -0.0019  0.0008  -0.0038
Si  9.9213  2.055  20.2947  -0.0017  0.0014  -0.0008
Si  3.1437  8.5266  9.9001  -0.0081  0.0109  0.0218
Si  6.675  3.3518  17.3957  -0.0018  0.003  -0.0039
Si  1.1557  0.2091  19.794  -0.0017  0.0004  -0.001
Si  3.1851  2.875  12.2754  -0.0025  0.0005  0.0014
Si  7.202  5.4011  19.6678  -0.0017  0.0009  -0.0002
Si  5.6794  8.7051  11.5546  0.0057  -0.001  -0.0023
Si  5.7455  6.1277  13.2157  -0.0016  0.0032  0.0006
Si  4.6118  9.7167  17.6065  -0.0022  -0.0001  -0.0032
Si  1.0144  3.5961  22.1685  0.0002  0.001  0.0008
Si  4.8813  1.4893  18.7898  -0.0015  0.0014  -0.0007
Si  3.1619  3.1895  9.4822  0.0022  0.001  0.0024
Si  6.4173  10.8584  13.7763  -0.0019  0.0017  0.0023
Si  10.3276  0.1444  15.9515  -0.0019  0.0008  -0.002
Si  5.6171  3.7299  11.1546  -0.0035  0.0023  0.0005
Si  9.7988  3.9468  11.9091  0.0002  0.0049  0.0004
Si  2.3177  9.9468  15.5202  -0.0024  0.0016  -0.0005
Si  6.0568  8.1289  19.7824  -0.0014  0.0015  -0.0007
Si  6.931  3.9743  22.3605  -0.0001  0.0021  -0.0003
Si  9.7338  2.788  17.3665  -0.001  0.0025  -0.0039
O  7.159  6.4349  13.9833  -0.0026  0.001  0.0013
O  1.8628  7.0606  18.6781  -0.0007  0.0007  0.0019
O  10.2574  4.0619  16.5432  -0.0039  -0.0017  0.0043
O  6.1438  9.9741  17.0373  -0.0007  0.0003  0.0019
O  10.1215  0.752  14.4561  -0.0029  0.0006  0.0001
O  8.4236  6.1268  18.8324  -0.0012  0.0017  0.002
O  5.1381  0.7279  14.4137  -0.0026  0.0023  0.0013
O  5.6958  2.0604  17.5066  -0.0012  0.0012  0.0025
O  8.3369  1.9392  20.5456  -0.0007  0.001  0.0012
O  1.9691  4.2997  18.3943  -0.0011  0.0012  0.0026
O  6.9236  2.8728  10.6634  0.0035  -0.0042  -0.0025
O  4.8194  2.7701  12.2019  -0.0024  0.0003  0.0014
O  6.0087  4.3952  16.3308  -0.0034  0.0001  0.0015
O  4.5384  3.9998  9.9236  -0.0021  0.0004  0.0055
O  10.6834  2.7669  21.5524  -0.0012  0.0003  0.0003
O  9.6828  6.1914  14.9944  0.0003  0.0001  0.0025
O  5.9908  6.4926  19.824  -0.0007  0.0006  0.0013
O  4.0613  0.1782  18.2708  -0.0026  0.0015  0.0024
O  9.2274  10.5849  12.2747  -0.002  0.0034  -0.0005
O  2.8089  4.409  12.7202  -0.0017  0.0005  0.0012
O  1.906  10.7012  21.1984  -0.0011  0.0015  0
O  3.9784  2.7275  19.373  -0.0014  0.0011  0.0012
O  0.7031  10.0634  15.936  -0.0023  0.001  0.0028
O  1.2619  9.8049  18.8243  -0.002  0.0017  0.0014
O  1.6982  1.6651  19.2637  -0.002  0.0005  0.001
O  8.9172  10.4145  16.4723  -0.0023  0.001  0.0029
O  4.8548  8.5888  18.7708  -0.0021  0.0014  0.002
O  9.5099  8.7785  10.4954  0.0028  0.0029  0.0053
O  6.7279  4.0927  18.8424  -0.0021  0.0009  0.0024
O  2.8039  1.7572  13.3708  -0.0009  0.0037  -0.0012
O  5.8133  8.774  21.2499  -0.0021  0.0002  -0.0006
O  2.4927  2.5583  10.8376  -0.0013  0.0011  0.0019
O  7.6062  4.8545  21.1543  -0.0016  0.0011  0
O  5.1469  7.5325  12.5889  -0.0015  0.0004  0.002
O  0.4069  9.1033  12.4682  -0.0029  0.0008  0.0021
O  7.5495  1.0948  13.5642  0.0008  0.0016  0.0005
O  7.078  9.6693  14.726  -0.0021  0.0023  0.0016
O  8.9401  5.0614  12.7302  0.0002  -0.0025  -0.0022
O  8.0755  8.0609  16.8913  -0.0014  0.0015  0.0044
O  6.2035  2.5783  21.8867  -0.0011  0.0006  0.0013
O  2.4312  9.0935  14.0831  -0.0007  -0.0008  -0.0015
O  0.3835  4.5324  11.8624  -0.0047  0.0015  0.0015
O  0.7951  8.3216  20.9264  -0.0015  0.0006  0.0014
O  9.337  3.9249  10.3534  0.0029  -0.0004  0.0033
O  9.6187  2.4209  12.5069  -0.0003  0.0021  0.0001
O  7.6006  8.5716  19.3741  -0.0012  0.001  0.0013
O  2.5007  8.1267  11.3502  0.0009  0.0005  0.0011
O  3.9385  3.0854  15.3581  -0.0011  0.0004  0.0024
O  0.7742  4.503  14.4372  -0.0013  0.0022  0.0008
O  10.0357  3.0002  18.958  -0.0017  0.001  0.0009
O  9.1299  7.8375  12.9661  -0.0003  0.0043  0.0022
O  10.5028  0.5347  20.0708  -0.0007  0.0015  0.0017
O  5.988  5.1102  11.9407  -0.0029  -0.0023  0.0011
O  8.1347  2.7457  17.0083  0.0003  0.0016  0.0024
O  3.5189  5.4919  16.7365  -0.003  0.0011  0.0035
O  4.5918  9.1463  10.3898  -0.0058  0.002  0.0003
O  1.4664  6.7076  13.2107  -0.003  0.0016  0.0011
O  4.7296  5.5251  14.3543  -0.0002  0.0023  -0.0006
O  2.0349  3.8553  20.9124  -0.0019  0.0001  0.0019
O  10.535  1.4279  16.9406  -0.0016  0.0038  0.0033
O  0.9312  6.083  16.5503  -0.0042  -0.0007  -0.0008
O  7.32  10.9501  21.9234  -0.0014  0.0014  0.0002
O  5.9195  0.9169  19.9015  -0.0014  0.001  0.001
O  6.0145  10.0755  12.3916  -0.0034  -0.0037  -0.004
O  2.812  0.5715  15.5679  -0.0012  0.0019  0.003
O  6.9877  8.0319  10.8122  -0.0039  0.0061  0.0052
O  10.225  8.0242  18.6754  -0.0022  0.0008  0.002
O  3.4229  9.223  16.5526  -0.0005  0.0024  0.0024

Results
free energy: -137748.450 eV
free energy less fixed offsets of O -568.88, P -755.39, Si -635.61 eV per atom: -0.190 eV

The program warned: the cutoff lies below the one the program advises for these potential files; the forces do not sum to zero within the program's tolerance; the exchange-correlation potential is rough where the density is thin.
